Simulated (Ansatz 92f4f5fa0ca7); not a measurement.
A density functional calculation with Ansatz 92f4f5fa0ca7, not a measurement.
Periodic cell of 276 atoms, Si168O108, from a study of silicon, its oxide and their interface. The atomic structure is a simulated model.
Doubt: the cutoff is far below the 930 eV that the study's wrapper takes by default for these files, so forces and energies are approximate.
This geometry differs little from another in the collection (a relaxation step or a small displacement).

Settings
functional: PBE
potential files: Ansatz PAW
basis: plane waves
wave-function cutoff: 580 eV
density cutoff ratio: 5
exchange-correlation grid ratio: 1
k mesh: 1 x 1 x 1, Gamma-centred
self-consistency stop: 5e-08 eV per atom in the density residual
occupations: fixed
spin: none
net charge: 0

Cell vectors (angstrom)
a, 11.6015, 0, 0
b, 0, 13.3963, 0
c, 0, 0, 30.9508

Atoms and the computed forces on them: element, x, y, z (angstrom), force x, y, z (eV/angstrom)
Si, 0.0609, -0.1629, 24.2448, 0.013, 0.0142, 0.0051
Si, 3.8731, -0.0391, 24.1428, 0.0076, -0.0059, 0.0225
Si, 7.7372, 0.0527, 24.0924, 0.0004, -0.0075, 0.0325
Si, 1.8956, 3.4199, 24.0719, 0.0047, -0.0092, 0.0211
Si, 5.9741, 3.437, 24.2006, -0.0021, 0.0007, 0.0157
Si, 9.5932, 3.3328, 24.2605, -0.0055, 0.0043, 0.0168
Si, 0.0888, 6.5141, 24.2484, 0.0086, -0.0012, 0.0226
Si, 3.9009, 6.7837, 24.3879, 0.008, -0.0162, 0.009
Si, 7.708, 6.771, 24.1533, 0.0116, -0.0111, 0.0164
Si, 2.0088, 10.0402, 24.5097, 0.0074, -0.0113, 0.0036
Si, 5.8547, 9.9842, 24.2388, -0.006, 0.0079, 0.0218
Si, 9.6875, 10.0534, 24.284, 0.0117, 0.0008, 0.011
Si, 0.0083, 2.1791, 24.8308, 0.0073, -0.0099, -0.0073
Si, 3.9132, 2.2748, 24.7263, -0.0022, 0.0024, -0.0054
Si, 7.7381, 2.1884, 25.1343, 0.0054, -0.0077, 0.0048
Si, 2.0115, 5.5438, 25.1357, -0.0089, 0.0119, 0.0035
Si, 5.8382, 5.6251, 25.0523, -0.0054, 0.0062, -0.0063
Si, 9.645, 5.5886, 24.9691, -0.0073, 0.0062, -0.0052
Si, 0.0215, 8.837, 24.9493, -0.006, -0.0006, -0.013
Si, 3.9477, 8.9569, 25.2304, 0.0014, 0.0064, -0.0011
Si, 7.7779, 8.9328, 25.0815, -0.0029, -0.0045, -0.0073
Si, 1.9958, 12.2979, 25.1703, -0.0137, 0.012, -0.0012
Si, 5.8336, 12.268, 24.9035, 0.0052, 0.0076, -0.0139
Si, 9.6439, 12.2999, 25.005, -0.0088, -0.0033, -0.0157
Si, 0.0067, 2.2114, 27.2737, -0.0001, 0.0058, 0.0266
Si, 3.8853, 2.2408, 27.2199, -0.0013, 0.0068, 0.0252
Si, 7.7381, 2.2008, 27.4675, -0.0009, -0.0022, 0.0134
Si, 1.9726, 5.5513, 27.4671, 0.0012, -0.0051, 0.0215
Si, 5.8256, 5.5775, 27.4141, 0.0054, 0.0004, 0.0241
Si, 9.675, 5.5824, 27.3582, -0.0002, 0.0028, 0.0247
Si, 0.0103, 8.8903, 27.3435, 0.0039, -0.0048, 0.0367
Si, 3.9097, 8.9344, 27.5401, 0.0039, 0.0046, 0.0196
Si, 7.7611, 8.9183, 27.4332, 0.0002, 0.001, 0.0238
Si, 1.9578, 12.2973, 27.493, 0.0039, -0.006, 0.0169
Si, 5.8252, 12.2753, 27.3192, 0.0042, -0.0018, 0.0237
Si, 9.6618, 12.2805, 27.3823, 0.0035, 0.0027, 0.0254
Si, 1.9548, 1.1599, 28.1556, -0.0012, 0.0008, -0.0099
Si, 5.7751, 1.1037, 28.1592, 0.0058, -0.0033, -0.004
Si, 9.6984, 1.1077, 28.1855, -0.0035, -0.0045, -0.0073
Si, 0.0025, 4.4341, 28.158, 0.0058, 0.0036, -0.0027
Si, 3.9054, 4.4246, 28.1839, -0.0077, 0.0023, -0.008
Si, 7.757, 4.4597, 28.1882, -0.0025, -0.0006, -0.0049
Si, 1.9397, 7.8037, 28.2009, -0.0052, -0.0037, -0.0068
Si, 5.8405, 7.7957, 28.2259, -0.0051, -0.0049, -0.0084
Si, 9.6926, 7.7988, 28.1944, 0.005, -0.0047, -0.0052
Si, -0.0012, 11.137, 28.1671, 0.0007, 0.0064, -0.0057
Si, 3.9071, 11.1861, 28.2133, -0.0046, -0.001, -0.0053
Si, 7.7355, 11.1639, 28.1827, -0.006, 0.0049, -0.0046
Si, 1.9336, 1.1164, 30.5559, 0.0637, 0.211, -0.1501
Si, 5.8008, 1.1164, 30.5559, -0.1775, -0.0563, -0.1886
Si, 9.6679, 1.1164, 30.5559, 0.1377, -0.0029, 0.0221
Si, 0, 4.4654, 30.5559, -0.0682, -0.127, -0.2785
Si, 3.8672, 4.4654, 30.5559, 0.1054, -0.1913, -0.0654
Si, 7.7343, 4.4654, 30.5559, 0.0472, -0.0122, 0.031
Si, 1.9336, 7.8145, 30.5559, -0.0486, -0.0225, 0.108
Si, 5.8008, 7.8145, 30.5559, 0.1258, -0.0601, 0.3281
Si, 9.6679, 7.8145, 30.5559, 0.0482, -0.0565, 0.073
Si, 0, 11.1635, 30.5559, -0.0391, -0.0753, -0.1085
Si, 3.8672, 11.1635, 30.5559, 0.1606, 0.1131, 0.1885
Si, 7.7343, 11.1635, 30.5559, -0.008, 0.0255, -0.0851
Si, 0, 0, 0.3944, -0.0643, 0.0042, -0.1441
Si, 3.8672, 0, 0.3944, 0.1024, -0.0266, 0.0471
Si, 7.7343, 0, 0.3944, -0.0516, -0.1099, -0.1152
Si, 1.9336, 3.3491, 0.3944, -0.0328, 0.0321, 0.0153
Si, 5.8008, 3.3491, 0.3944, -0.0851, 0.112, -0.1308
Si, 9.6679, 3.3491, 0.3944, 0.0964, 0.1359, -0.0736
Si, 0, 6.6981, 0.3944, -0.0434, -0.0922, 0.0457
Si, 3.8672, 6.6981, 0.3944, -0.0884, 0.0312, -0.1913
Si, 7.7343, 6.6981, 0.3944, 0.0075, 0.0642, 0.1814
Si, 1.9336, 10.0472, 0.3944, -0.0094, 0.0219, -0.09
Si, 5.8008, 10.0472, 0.3944, -0.0497, 0.0065, 0.1104
Si, 9.6679, 10.0472, 0.3944, -0.1735, 0.0404, 0.0285
Si, -0.0083, 0.0013, 2.7515, -0.0043, 0.0087, 0.0072
Si, 3.883, 0.005, 2.7624, -0.0149, 0.0041, 0.0107
Si, 7.7121, -0.0083, 2.7595, 0.0072, -0.0028, 0.0046
Si, 1.9258, 3.3606, 2.763, 0.0027, -0.0007, 0.0078
Si, 5.7884, 3.379, 2.7444, -0.0023, -0.0041, 0.0055
Si, 9.6813, 3.3762, 2.7501, -0.0061, -0.0019, 0.0075
Si, -0.0243, 6.6693, 2.771, -0.0022, 0.0023, 0.0086
Si, 3.8251, 6.7015, 2.7446, 0.0063, -0.0012, 0.0082
Si, 7.7243, 6.711, 2.7813, 0.0015, 0.0024, 0.0058
Si, 1.9045, 10.0625, 2.7573, 0.0038, -0.0035, 0.0051
Si, 5.7642, 10.04, 2.7736, 0.01, 0.0054, 0.0036
Si, 9.6037, 10.0548, 2.7684, 0.0035, -0.0019, 0.0062
Si, -0.004, 2.2274, 3.5406, -0.0006, -0.0046, -0.021
Si, 3.8658, 2.2465, 3.5266, 0.0033, 0.0014, -0.0192
Si, 7.7373, 2.2544, 3.4384, 0.0013, 0.0075, -0.0127
Si, 1.9227, 5.5808, 3.5968, -0.0028, -0.0036, -0.0241
Si, 5.7612, 5.6204, 3.527, -0.0075, -0.0015, -0.0174
Si, 9.6393, 5.5842, 3.6324, 0.0022, -0.0025, -0.0267
Si, -0.0515, 8.9246, 3.4662, -0.0055, -0.0002, -0.0183
Si, 3.8181, 8.9191, 3.551, -0.0081, 0.0009, -0.0163
Si, 7.6736, 8.9327, 3.6224, -0.0005, 0.005, -0.0167
Si, 1.936, 12.3076, 3.5258, 0.0121, 0.0017, -0.0271
Si, 5.7944, 12.2575, 3.6103, 0.0038, -0.0091, -0.0181
Si, 9.6532, 12.2942, 3.5592, -0.0045, -0.0018, -0.0221
Si, -0.0123, 2.2005, 5.9064, -0.0046, 0.0021, 0.0088
Si, 3.8777, 2.2425, 5.883, -0.0058, -0.0078, 0.0173
Si, 7.7236, 2.2718, 5.7523, 0.0082, -0.0034, -0.0028
Si, 1.9251, 5.5672, 5.9858, 0.0123, 0.0017, 0.0112
Si, 5.7147, 5.6382, 5.8851, -0.0053, 0.0072, 0.0098
Si, 9.6169, 5.5539, 6.0427, 0.0101, 0.0053, 0.0124
Si, -0.1281, 8.9267, 5.7946, 0.0091, -0.0093, 0.0048
Si, 3.7298, 8.8879, 5.9225, 0.007, -0.0042, 0.0139
Si, 7.604, 8.9201, 6.0302, 0.0053, -0.0026, 0.0126
Si, 1.9251, 12.3209, 5.8774, 0.0111, 0.0013, 0.0119
Si, 5.7918, 12.2247, 6.016, -0.0015, -0.0005, 0.0055
Si, 9.6402, 12.3077, 5.9374, 0.0106, 0.0062, 0.0165
Si, 1.9619, 1.1518, 6.706, -0.0005, -0.0015, -0.0193
Si, 5.8583, 1.1282, 6.5569, -0.0147, 0.0001, -0.0112
Si, 9.5897, 1.1793, 6.6678, -0.0045, -0.0046, -0.0222
Si, 0.0063, 4.4099, 6.6966, -0.0172, -0.005, -0.0164
Si, 3.8881, 4.4324, 6.774, 0.0023, 0.0079, -0.0212
Si, 7.5777, 4.4586, 6.636, 0.0037, -0.0048, -0.0051
Si, 1.7286, 7.8218, 6.6968, -0.0035, 0.0048, -0.0222
Si, 5.6227, 7.8146, 6.8382, -0.0014, 0.0001, -0.023
Si, 9.5782, 7.8325, 6.7179, -0.0263, 0.0002, -0.0306
Si, 0.0065, 11.1485, 6.5646, -0.0265, 0.0109, -0.0195
Si, 3.7807, 11.1078, 6.6676, 0.0072, 0.0064, -0.018
Si, 7.776, 11.1495, 6.8235, -0.008, -0.0051, -0.0225
O, 4.0864, 4.2897, 8.4379, -0.0081, 0.006, 0.0252
O, 5.417, 7.7489, 8.5067, -0.0131, 0.0039, 0.0352
O, 9.3544, 1.3928, 8.3172, 0.006, -0.0002, 0.0253
O, 9.6735, 7.9926, 8.3783, 0.0102, 0.0001, 0.0393
O, 2.0743, 1.2419, 8.3671, 0.0065, 0.0027, 0.0332
O, 6.1873, 1.2936, 8.1812, 0.0047, -0.003, 0.019
O, 1.3779, 7.9149, 8.3336, -0.001, -0.0025, 0.0184
O, 0.1727, 10.9742, 8.2052, 0.0201, -0.0077, 0.0145
O, 3.5761, 10.9325, 8.3252, 0.0015, 0.0008, 0.0222
O, 0.2347, 4.2505, 8.344, 0.0033, 0.0004, 0.0173
O, 7.1516, 4.3969, 8.2589, -0.0017, 0.0017, 0.014
O, 7.9956, 11.1892, 8.4837, 0.0089, -0.0018, 0.0368
O, 6.5058, 3.6597, 22.6161, 0.0103, 0.0036, -0.0101
O, 2.2606, 10.0767, 22.8746, -0.0026, -0.0008, -0.0041
O, 7.7403, 0.189, 22.4106, -0.0045, 0.0069, -0.0246
O, 11.9481, 6.006, 22.6732, 0.0073, -0.012, -0.0205
O, 7.4848, 6.9048, 22.4832, 0.0005, 0.0058, -0.0136
O, 0.2412, 12.7068, 22.6789, -0.0036, -0.0008, 0.0019
O, 9.5795, 10.0849, 22.63, -0.0033, 0.006, -0.0159
O, 3.9835, 7.1064, 22.7645, -0.0062, -0.0017, -0.0051
O, 5.9325, 9.7034, 22.596, 0.0048, -0.0021, -0.013
O, 9.2417, 3.3952, 22.6212, -0.0129, 0.0002, -0.0125
O, 1.6411, 3.7026, 22.416, -0.0058, 0.014, -0.0194
O, 3.7365, -0.2199, 22.4872, 0.0006, 0.0021, -0.0208
Si, 7.7026, 10.5827, 16.7099, -0.0028, 0.0008, 0.001
Si, 4.4725, 11.206, 9.6601, 0.0014, -0.0145, -0.0046
Si, 9.3393, 10.5419, 21.0869, 0.0043, -0.0047, 0.0072
Si, 1.954, 7.3381, 9.7445, -0.0003, 0.0011, -0.0008
Si, 2.6642, 1.5871, 9.8469, 0.0096, 0.0046, -0.01
Si, 8.3203, 6.5537, 21.1116, -0.004, -0.0104, 0.0095
Si, 10.7809, 8.0623, 20.6474, 0.0046, -0.0049, 0.006
Si, 2.1463, 12.3946, 11.3265, 0.0028, -0.0006, 0.0162
Si, 9.6966, 6.094, 13.9516, 0.0038, 0.0021, -0.0023
Si, 9.9939, 1.439, 16.2868, 0, 0.0043, -0.0004
Si, 5.6428, 0.6006, 9.5356, -0.0138, 0.006, -0.0034
Si, 1.6424, 9.5682, 21.4771, 0.0022, -0.0013, 0.0044
Si, 10.9639, 4.0486, 9.7006, 0.0007, -0.0098, -0.0051
Si, 7.8861, 3.5998, 21.7144, 0.0051, 0.0039, 0.002
Si, 4.887, 6.0863, 12.1218, -0.0008, 0.001, 0.0073
Si, 7.2542, 0.7779, 20.9426, 0.0073, 0.0113, 0.0028
Si, 10.1905, 1.1121, 9.6942, -0.0036, 0.0135, -0.0039
Si, 10.9154, 4.4872, 16.3891, -0.0013, 0.0029, 0.0034
Si, 7.9355, 4.9326, 9.5723, -0.0017, 0.0069, -0.0017
Si, 2.1625, 5.1168, 16.7631, -0.0005, 0.0011, 0.0005
Si, 1.1957, 13.5855, 16.4016, 0.0059, -0.0023, -0.0024
Si, 7.6173, 1.5506, 14.1003, 0.0006, 0.0026, 0.0039
Si, 11.3882, 11.685, 9.603, -0.0278, 0.0039, 0.0026
Si, 7.3978, 4.4078, 12.5446, -0.0014, -0.0012, 0.0068
Si, 7.8674, -0.0087, 11.474, 0.006, 0.0009, 0.012
Si, 11.7937, 12.2539, 21.1212, -0.0033, -0.0106, 0.0034
Si, 11.2557, 6.5367, 11.4842, 0.008, 0.0038, 0.0123
Si, 5.119, 7.9274, 19.0992, 0.0026, 0.0023, -0.0054
Si, 3.2394, 7.0832, 14.713, 0.0043, -0.0002, -0.009
Si, 2.2705, -1.93, 14.2851, -0.0016, 0.0037, 0.0174
Si, 4.8132, 11.3367, 15.8024, -0.0008, 0.0039, 0.0018
Si, 1.0215, 8.874, 15.2954, 0.002, 0.0008, -0.002
Si, 3.4574, 7.1245, 21.2363, -0.0113, -0.0075, 0.005
Si, 4.4794, 12.9834, 21.0438, 0.0033, -0.0008, -0.0007
Si, 2.0103, 0.269, 19.2674, 0.0045, -0.0068, -0.0036
Si, 3.4515, 9.0267, 16.8664, 0.0021, -0.0027, 0.0014
Si, 2.9974, 2.2852, 17.4003, 0.0012, -0.0033, -0.0074
Si, 8.044, 13.4145, 18.0991, -0.0019, -0.0002, 0.0044
Si, 12.7689, 5.0649, 21.6192, 0.0065, 0, 0.0062
Si, 8.4599, 10.7754, 9.9983, 0.0026, -0.008, -0.0099
Si, 6.1716, 10.2625, 21.0816, 0.005, 0.0006, 0.0026
Si, 9.4611, 8.3888, 15.7712, 0.0009, -0.0052, 0.0083
Si, 5.5881, 14.3009, 16.4022, 0.002, -0.0014, 0.0034
Si, 4.9006, 8.2651, 9.9776, 0.0009, 0.0014, -0.0079
Si, -3.8613, 7.973, 18.224, 0.0066, -0.0011, 0.0032
Si, 3.2677, 4.5402, 9.836, -0.0002, -0.0096, -0.0106
Si, 0.2439, 5.8075, 18.8967, -0.0079, 0.0084, 0.0014
Si, 8.8947, 7.7823, 9.7983, -0.0069, 0.0079, -0.0034
O, 9.3067, 0.9466, 17.6797, 0.0053, 0.0048, -0.004
O, 9.2658, 0.6424, 10.9432, -0.0096, -0.0052, -0.0003
O, 0.8639, 4.6304, 15.8998, 0.0015, -0.0005, 0.0029
O, 2.0452, 12.2878, 12.9222, 0.0001, 0.0012, -0.001
O, 6.0602, 5.2707, 12.9153, 0.0065, -0.0034, -0.0034
O, 0.3224, 4.8182, 20.2254, -0.0004, 0.0041, 0.0062
O, 9.9785, 5.1785, 15.2633, 0.0023, -0.0006, 0.0039
O, 4.787, 12.9225, 16.1102, 0.004, 0.0007, 0.003
O, 2.4521, 3.1677, 10.227, 0.0003, -0.0016, -0.0026
O, 1.9987, 1.6138, 16.2864, -0.001, -0.002, 0.0035
O, 7.7244, 0.2759, 13.0718, -0.0002, 0.0015, 0.0007
O, 5.468, 7.3354, 11.2092, 0.0018, -0.0081, 0.0027
O, 3.3479, -0.4326, 19.8787, -0.01, 0.0041, 0.0017
O, 2.4495, 5.8814, 21.0574, 0.0078, 0.0081, 0.0201
O, 1.2594, 10.1761, 14.3288, -0.0001, -0.007, 0.0031
O, 4.2573, 1.314, 9.9396, -0.0078, -0.0048, -0.0177
O, 3.7882, 8.2465, 18.2326, -0.0032, 0.0051, 0.0001
O, 5.2507, 11.5738, 20.918, 0.0003, 0.0034, 0.0109
O, -0.1519, 5.0056, 10.922, -0.0026, 0.0066, -0.0019
O, 1.6954, 7.602, 14.5051, 0.001, 0.0027, 0.0032
O, 9.94, 9.3607, 20.1175, -0.0089, 0.0087, 0.0131
O, 7.4876, 2.9626, 13.2857, 0.0009, 0.0011, -0.0021
O, 6.2255, 7.3681, 18.0158, -0.0009, -0.0018, 0.005
O, 7.8077, 6.5649, 9.6666, -0.0011, -0.009, -0.008
O, 7.3991, 4.1956, 10.9198, 0.0006, 0.0046, -0.0008
O, 10.5366, 2.9331, 16.5414, -0.0008, -0.0038, 0.0045
O, 8.8036, 9.883, 15.7185, -0.0002, 0.0036, 0.0006
O, 8.0362, 7.4059, 19.7401, -0.0017, 0.0088, -0.0067
O, 10.98, 2.4734, 10.1462, -0.0018, -0.0019, -0.0042
O, 6.2789, 1.4282, 15.0224, 0.0019, 0.0003, 0.0045
O, 3.8884, 6.6769, 13.2782, -0.0044, 0.0021, 0.0104
O, 9.8484, 7.005, 21.4727, 0.0007, 0.004, -0.001
O, 11.0617, 6.414, 13.0994, -0.0093, -0.0015, 0.0113
O, 0.9332, 7.4406, 11.0139, -0.0043, -0.0015, -0.0009
O, 8.1519, 9.1784, 10.2431, -0.0036, 0.0036, -0.0069
O, 8.9044, 7.5954, 17.1266, -0.0004, 0.0028, -0.0003
O, 1.1496, 10.9495, 20.7294, 0.0008, 0.006, 0.005
O, 6.6822, 0.7118, 17.5715, -0.0088, 0.001, -0.0034
O, 4.5337, 1.9602, 17.009, 0.0014, -0.0007, 0.0029
O, -0.5177, 8.5602, 15.7046, 0.0007, 0.0014, 0.0019
O, 2.785, 8.5862, 20.8284, 0.001, 0.0008, 0.0099
O, 6.664, 0.8205, 10.7635, 0.0025, 0.0003, 0.0024
O, 5.6922, 9.1982, 19.9576, -0.0021, -0.0073, 0.0002
O, 7.7756, 11.7831, 11.1096, -0.0042, 0.0056, -0.0021
O, 1.8355, -0.9282, 15.4575, 0.0014, -0.0055, -0.0051
O, 8.0941, 4.9599, 20.823, 0.0019, 0.0054, 0.0074
O, 9.9486, 7.329, 10.936, 0.0031, -0.0053, 0.0062
O, 4.0543, 8.2749, 15.5143, 0.002, 0.0003, 0.0032
O, 10.0631, 10.9743, 10.199, 0.0013, 0.0052, -0.0143
O, 11.2018, 13.2862, 9.3397, -0.0042, -0.0027, -0.0021
O, 4.1733, 5.0018, 11.116, 0.0066, 0.0061, 0.0053
O, 0.3294, 8.6127, 21.672, 0.004, 0.0043, -0.0022
O, 3.2094, 5.8224, 15.7474, 0.0024, 0.0008, 0.0019
O, 11.2419, 0.4321, 15.9753, -0.0031, 0.0007, 0.0052
O, 10.2281, 11.8859, 20.7641, 0.0001, 0.001, 0.0118
O, 7.5309, 9.592, 18.0017, 0.0013, 0.002, -0.0004
O, 2.264, 5.7647, 9.5018, 0.0039, 0.0048, 0.0004
O, 2.9468, 3.8839, 17.4285, -0.0012, -0.0018, 0.008
O, 11.4217, 7.3144, 19.3575, 0.0065, -0.0103, -0.0007
O, 8.2359, 11.9791, 17.3467, -0.0011, -0.006, 0.0024
O, 1.4269, -0.4163, 17.9057, -0.0002, -0.0023, 0.0011
O, 5.5092, 12.3926, 9.252, -0.0055, 0.0043, -0.0003
O, 6.3729, 10.826, 15.7701, 0.0071, -0.0002, 0.0048
O, 8.6889, 5.2975, 12.9634, -0.0004, 0.0024, 0.0016
O, 7.917, 13.3088, 19.721, 0.0028, -0.0005, 0.0029
O, 3.8739, 11.0855, 14.4666, 0.0027, 0.0013, -0.0005
O, 8.9482, 1.472, 15.0371, 0.0034, -0.0003, 0.0028
O, 2.4884, 1.7881, 18.8831, 0.0015, 0.0012, 0.0087
O, 3.5763, 11.7597, 10.8877, -0.0094, 0.0048, -0.0046
O, 5.6139, 0.7552, 20.8594, -0.0006, -0.0002, 0.0058
O, 10.7376, 5.1776, 17.8666, 0.0004, -0.008, -0.0048
O, 4.697, 6.8255, 20.2192, 0.0004, -0.0008, 0.0089
O, 9.0234, 7.4945, 14.4731, 0.001, -0.0025, -0.0023
O, 4.0974, 10.5149, 17.0159, 0.0005, 0, 0.0028
O, 0.9795, 11.4771, 10.6708, 0.0126, -0.0024, 0.009
O, 3.2773, 8.1924, 10.115, -0.001, -0.0016, -0.0062
O, 7.7481, 2.3193, 20.7218, -0.0033, -0.0127, 0.0061
O, 9.4767, 4.5333, 9.2946, 0.0006, 0.0036, -0.0016
O, 0.7626, 0.1574, 20.3141, 0.005, 0.0033, 0.0084
O, 1.627, 6.0082, 18.0325, 0.0053, -0.003, 0.0006
O, 5.2766, 9.8574, 10.125, -0.0022, 0.0024, -0.0057
O, 7.739, 10.6777, 20.8481, 0.0034, -0.0026, 0.0098
O, 1.9763, 0.5779, 10.9296, 0.0009, -0.0021, -0.0055
O, 1.8276, 9.1118, 16.7055, 0.002, -0.0007, 0.0007

Results
free energy: -168221.513 eV
free energy less fixed offsets of O -568.88, Si -635.61 eV per atom: 0.007 eV

The program warned: the cutoff lies below the one the program advises for these potential files; the forces do not sum to zero within the program's tolerance; the exchange-correlation potential is rough where the density is thin.
